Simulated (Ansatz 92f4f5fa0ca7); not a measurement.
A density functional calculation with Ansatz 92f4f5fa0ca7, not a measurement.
Periodic cell of 273 atoms, Si165O106P2, from a study of silicon, its oxide and their interface. The atomic structure is a simulated model.

Settings: functional PBE; potential files Ansatz PAW; basis plane waves; wave-function cutoff 700 eV; density cutoff ratio 5; exchange-correlation grid ratio 1; k mesh 2 x 2 x 1, shifted by 0.5 0.5 0.5 of a step; self-consistency stop 5e-08 eV per atom in the density residual; occupations fixed; spin none; net charge 0.

Cell vectors (angstrom)
a 11.6015 0 0
b 0 13.3963 0
c 0 0 29.8085

Atoms: element, x, y, z (angstrom)
Si 11.5613 0.165 22.9129
Si 3.9545 0.1476 23.054
Si 7.6815 0.047 23.1639
Si 2.0656 3.4301 22.8902
Si 5.9243 3.6867 23.0112
Si 9.7445 3.5656 23.0373
Si 11.6825 6.8908 23.0739
Si 3.9379 7.0081 23.1737
Si 7.7618 6.9388 23.3135
Si 2.0768 10.2959 23.2333
Si 5.7532 10.0019 23.4088
P 9.9335 10.0217 23.5175
Si 11.6748 2.3841 23.7578
Si 4.0147 2.4066 23.7577
Si 7.8003 2.3818 23.7832
Si 2.0188 5.688 23.7022
Si 5.8298 5.817 24.0074
Si 9.7375 5.7869 23.9218
Si 11.9028 9.0643 24.0137
Si 3.8063 9.0846 24.1863
P 7.7096 9.1119 24.0488
Si 1.9431 12.5393 23.8293
Si 5.7807 12.3117 23.9569
Si 9.7295 12.3401 23.8029
Si 11.6445 2.2938 26.1753
Si 3.9198 2.3091 26.1732
Si 7.7616 2.31 26.1889
Si 1.9768 5.6225 26.1444
Si 5.8167 5.6575 26.3358
Si 9.7145 5.6477 26.2794
Si 11.685 8.9849 26.3341
Si 3.8733 9.0082 26.4695
Si 7.7702 9.0047 26.3174
Si 1.9339 12.384 26.2197
Si 5.7986 12.331 26.3026
Si 9.6972 12.3248 26.2016
Si 1.9737 1.1977 27.0184
Si 5.8304 1.185 27.0257
Si 9.6958 1.1738 26.9955
Si 11.6501 4.5088 27.0156
Si 3.8778 4.5086 27.0368
Si 7.7627 4.5189 27.0456
Si 1.9641 7.8125 27.0794
Si 5.8402 7.8884 27.0766
Si 9.7196 7.8818 27.0429
Si 11.6257 11.2347 27.0415
Si 3.8488 11.2653 27.0777
Si 7.7635 11.2406 27.0454
Si 1.9336 1.1164 29.4135
Si 5.8008 1.1164 29.4135
Si 9.6679 1.1164 29.4135
Si 0 4.4654 29.4135
Si 3.8672 4.4654 29.4135
Si 7.7343 4.4654 29.4135
Si 1.9336 7.8145 29.4135
Si 5.8008 7.8145 29.4135
Si 9.6679 7.8145 29.4135
Si 0 11.1635 29.4135
Si 3.8672 11.1635 29.4135
Si 7.7343 11.1635 29.4135
Si 0 0 0.3944
Si 3.8672 0 0.3944
Si 7.7343 0 0.3944
Si 1.9336 3.3491 0.3944
Si 5.8008 3.3491 0.3944
Si 9.6679 3.3491 0.3944
Si 0 6.6981 0.3944
Si 3.8672 6.6981 0.3944
Si 7.7343 6.6981 0.3944
Si 1.9336 10.0472 0.3944
Si 5.8008 10.0472 0.3944
Si 9.6679 10.0472 0.3944
Si 11.5481 -0.0476 2.7459
Si 3.8437 -0.0694 2.8055
Si 7.6637 -0.0937 2.7738
Si 1.9308 3.2706 2.7454
Si 5.751 3.2761 2.8023
Si 9.5987 3.3094 2.7646
Si 11.5675 6.6368 2.7582
Si 3.8682 6.6218 2.7422
Si 7.7337 6.646 2.7716
Si 1.9238 9.9994 2.7534
Si 5.8194 10.0409 2.7745
Si 9.6746 9.9771 2.7524
Si 11.553 2.2035 3.4469
Si 3.818 2.1259 3.6555
Si 7.6769 2.1149 3.5592
Si 1.9042 5.5018 3.4755
Si 5.8042 5.5252 3.5711
Si 9.648 5.5234 3.6193
Si 11.6089 8.8667 3.5602
Si 3.8925 8.8695 3.435
Si 7.7378 8.8783 3.5563
Si 1.865 12.2311 3.5515
Si 5.7521 12.2186 3.7475
Si 9.6165 12.1979 3.5157
Si 11.4761 2.1632 5.7658
Si 3.7295 2.0312 6.0828
Si 7.604 1.9722 5.9324
Si 1.877 5.4112 5.8117
Si 5.8016 5.4692 5.9476
Si 9.6215 5.4476 6.0244
Si 11.6358 8.7951 5.9367
Si 3.9129 8.7934 5.753
Si 7.7699 8.8151 5.9308
Si 1.7822 12.1612 5.9248
Si 5.7167 12.1242 6.2597
Si 9.5815 12.1134 5.8689
Si 1.6302 0.977 6.7407
Si 5.6678 0.9919 7.0307
Si 9.6321 0.9405 6.5995
Si 11.5743 4.3186 6.7322
Si 3.8239 4.3245 6.5717
Si 7.6913 4.1826 6.6362
Si 2.0275 7.6318 6.5214
Si 5.8266 7.7386 6.7106
Si 9.714 7.7086 6.741
Si 11.4507 10.9938 6.7789
Si 3.6547 10.9408 6.6623
Si 7.7539 10.9808 6.8709
O 9.896 7.9021 8.4027
O 9.9002 0.8276 8.2492
O 1.0318 0.9232 8.3271
O 3.0931 10.5721 8.1821
O 5.8117 7.9047 8.376
O 5.607 1.1891 8.7175
O 3.7655 4.3323 8.2203
O 7.6452 3.7381 8.262
O 0.058 4.275 8.4054
O 11.1523 10.9522 8.4303
O 8.1148 10.7823 8.5099
O 2.3669 7.4987 8.1269
O 11.4612 0.1886 21.2349
O 9.7452 3.66 21.3716
O 4.1567 7.5114 21.5879
O 6.031 4.1932 21.4
O 5.8249 9.67 21.7686
O 2.1539 3.3588 21.208
O 7.3399 13.407 21.5288
O 4.0192 0.1422 21.3915
O 7.7506 7.0497 21.6747
O 2.1303 10.2381 21.5844
O 11.5604 6.9982 21.4114
O 9.9449 9.5264 21.9349
Si 11.5715 6.4532 11.3003
Si 1.5306 10.3844 16.2901
Si 0.2234 3.6914 9.9227
Si 8.1141 12.815 20.2315
Si 2.8422 10.4655 9.7754
Si 2.6485 10.4105 20.061
Si 10.3627 3.7032 19.8611
Si 0.2417 12.8234 17.1033
Si 10.8233 0.6907 19.8046
Si 3.1457 7.7534 16.2385
Si 0.3597 6.4787 19.9223
Si 9.3794 2.543 14.3153
Si 2.9056 2.5434 11.0564
Si 5.1202 12.0057 15.3969
Si 4.9938 8.663 20.7694
Si 3.6001 -0.3882 11.315
Si 5.5754 8.9116 14.8124
Si -0.1676 11.3166 10.0043
Si 9.4757 9.9836 20.4252
Si 3.5086 0.0535 19.846
Si 7.4613 4.7094 9.5497
Si 2.3532 12.365 14.1961
Si 6.1779 0.6009 10.1592
Si 2.8235 2.8991 19.7719
Si 5.7137 4.466 13.6883
Si 7.4834 0.2202 15.6228
Si 9.6177 11.3495 15.1974
Si 1.9808 6.5639 13.5502
Si 2.8409 3.5331 14.026
Si 11.7618 9.1769 18.5223
Si 11.2287 0.8766 9.2068
Si 9.1202 7.3304 9.7183
Si 8.6699 8.5689 14.5805
Si 4.7699 7.1823 12.3673
Si 2.9958 5.6281 18.762
Si 2.533 7.4065 9.7237
Si 6.2602 8.434 9.8529
Si 4.3238 4.7621 9.6665
Si 9.3575 10.4987 12.2773
Si 6.0127 13.0003 18.0146
Si 8.01 4.9462 18.3975
Si 8.3023 5.4304 15.2385
Si 7.3201 11.0836 9.9248
Si 5.4154 4.2131 19.8818
Si 0.7761 1.5119 15.0592
Si 7.5971 7.5407 20.1391
Si 7.6359 2.8076 11.8814
O 3.45 6.085 10.1056
O 1.9413 2.6743 15.0962
O -0.3629 12.9461 10.1769
O 8.4373 8.8934 19.8525
O 2.4709 1.3083 19.5052
O 8.1633 5.3752 16.8484
O 2.797 11.9899 19.6668
O 7.1514 8.7762 15.1348
O 1.2743 0.2007 14.2048
O 4.403 3.8332 14.4725
O 4.2391 3.4173 10.6268
O 10.9485 2.1036 14.5021
O 11.3712 4.8456 10.9946
O 10.8371 12.0388 16.0509
O 8.9301 6.9211 14.7779
O 1.7761 3.3625 10.2419
O 8.4559 5.9395 9.2221
O 11.1494 2.2879 19.5657
O 5.4118 7.6138 10.947
O 11.4622 7.5845 18.8056
O 7.8682 8.272 10.1568
O 10.1286 7.1609 10.99
O 9.2097 4.1254 14.7731
O 8.8957 11.466 20.6655
O 10.5727 10.5133 11.1608
O 8.3544 12.2328 15.7348
O 4.4664 2.8897 19.8322
O 4.759 0.235 18.8172
O 10.6475 10.0761 19.3046
O 6.8656 0.6666 17.0876
O 0.5058 6.7517 12.8351
O 1.0466 7.1389 10.3055
O 3.1334 7.1876 12.5591
O 4.0528 9.6086 19.8424
O 6.7815 5.2033 14.6748
O 0.5579 0.9407 16.5726
O 1.5451 11.8144 17.1276
O 5.3599 8.3385 13.3226
O 2.9679 12.3847 12.684
O 6.4283 3.2235 12.9077
O 2.7427 9.314 16.5806
O 6.0488 7.8989 19.7873
O 1.9804 6.374 19.7964
O 1.5902 9.6296 19.1296
O 9.4867 9.7198 15.47
O 3.0996 8.8912 10.2106
O 8.9757 9.0474 13.0135
O 2.1464 7.2914 15.0088
O 9.1713 3.8697 18.7701
O 4.72 7.9319 15.817
O 7.2344 1.606 10.8704
O 8.1672 6.3349 19.2284
O 5.9028 5.1647 9.6349
O 7.0621 -1.0184 19.0854
O 11.0549 2.2531 10.096
O 8.9678 2.4185 12.7374
O 9.7268 11.5073 13.5445
O 6.5991 4.2078 18.7648
O 6.0364 10.0541 9.9699
O 1.3502 10.8386 10.2881
O 5.1655 10.4944 14.7823
O 1.6543 10.9233 14.7017
O 11.3469 13.0804 18.6297
O 5.4445 11.8516 16.9981
O 8.0903 10.9938 11.3677
O 11.3319 5.0006 19.6641
O 8.3685 1.4918 15.1014
O 2.457 4.0459 18.6164
O 3.7478 11.6903 10.3683
O 9.1903 0.5539 19.7783
O 2.792 2.6381 12.6713
O 3.6272 12.6297 15.1881
O 7.9877 4.0922 10.9488
O 5.1048 0.26 11.3552
O 4.4598 5.4982 19.4877
O 6.1789 13.0997 14.735
O 3.0565 6.5772 17.4035
O 2.77 0.9289 10.7385
O 0.237 9.5252 16.9089
O 5.2349 5.6443 12.6639
O 2.1294 4.9641 13.7697
O 6.8892 12.6203 9.7298

Results
free energy: -166707.546 eV
free energy less fixed offsets of O -569.03, P -756.45, Si -635.61 eV per atom: -1.816 eV

Forces (eV/angstrom), in the order of the atoms: element, x, y, z
Si -0.0072 0.0461 -0.0455
Si -0.0119 0.0206 -0.0495
Si -0.0433 0.083 -0.021
Si 0.0061 -0.0022 -0.0682
Si -0.0513 0.0291 -0.0664
Si -0.0268 0.0205 -0.049
Si -0.0278 0.0187 -0.0411
Si 0.0499 -0.0754 -0.0516
Si -0.101 0.0578 -0.0248
Si 0.0202 0.077 -0.1463
Si 0.1045 0.1106 -0.2354
P 0.1048 0.5407 -0.0744
Si 0.053 0.0218 0.0373
Si 0.0345 -0.0264 0.0363
Si -0.012 -0.0642 0.0036
Si 0.0464 -0.0142 0.0495
Si -0.0528 -0.0948 -0.0491
Si 0.0396 -0.0661 -0.0278
Si -0.0243 -0.241 -0.0564
Si 0.0089 0.0359 0.1521
P -0.1415 -0.4821 0.0499
Si -0.0332 0.0056 0.0041
Si 0.0149 0.0242 -0.0337
Si 0.0777 -0.0486 -0.0325
Si -0.0094 0.024 -0.0364
Si -0.007 -0.004 -0.0446
Si -0.0046 0.0378 -0.0253
Si 0.0081 0.0163 -0.0104
Si -0.0154 0.0026 -0.0155
Si -0.0107 -0.0032 -0.0066
Si -0.0443 0.0537 0.0398
Si -0.0243 0.11 -0.0189
Si 0.0187 0.0449 0.0022
Si -0.0029 0.0498 -0.0177
Si -0.0166 0.0478 0.0082
Si 0.0078 0.0248 -0.0278
Si 0.0048 0.0156 0.0045
Si 0.0027 -0.0027 -0.0062
Si 0.0126 0.0137 0.0105
Si 0.0164 -0.0109 -0.0012
Si -0.0027 0.0137 0.0012
Si 0.024 -0.0225 -0.0236
Si -0.0088 -0.097 0.0174
Si 0.0058 -0.0681 0.0055
Si 0.0069 -0.0431 0.0475
Si -0.0187 -0.0202 0.0132
Si -0.0018 -0.0368 -0.0097
Si 0.0652 -0.0034 0.0142
Si 0.046 0.2098 -0.1705
Si 0.0483 0.1572 -0.1384
Si 0.0865 0.0999 -0.2698
Si 0.1356 0.0684 -0.1415
Si -0.0826 0.0606 -0.1239
Si 0.1004 0.0394 -0.0043
Si -0.0119 -0.1611 0.3082
Si 0.1258 0.0756 0.3381
Si 0.0247 0.1331 -0.0598
Si 0.0311 0.1693 -0.0599
Si -0.0998 0.2669 0.2641
Si 0.0608 0.114 -0.058
Si -0.0666 -0.1348 -0.1575
Si 0.045 -0.1863 0.3225
Si -0.2101 -0.223 0.0435
Si 0.1136 -0.1747 -0.0763
Si -0.121 -0.1409 0.2456
Si -0.1994 -0.0064 -0.0286
Si -0.0911 -0.0435 0.0016
Si -0.0122 -0.1785 -0.1437
Si 0.0233 -0.0762 0.0811
Si -0.0436 -0.0014 -0.1073
Si 0.1128 0.1054 0.052
Si -0.002 -0.1565 -0.0862
Si -0.0024 -0.0057 0.015
Si 0.0261 -0.0073 -0.0164
Si -0.0196 -0.0062 -0.0043
Si 0.0309 0.0012 0.0092
Si -0.0107 0.0066 -0.0223
Si -0.0305 0.0021 0.0028
Si -0.011 0.0204 0.0096
Si 0.0087 0.0003 0.0124
Si 0.0002 0.0056 -0.005
Si -0.0194 0.008 0.0118
Si 0.0079 -0.0008 -0.0006
Si -0.0065 0.0036 0.0003
Si -0.0022 -0.0135 -0.0035
Si 0.0026 -0.0078 0.0263
Si 0.0091 0.0016 0.016
Si -0.0081 -0.0073 0.0055
Si 0.0047 -0.0146 0.0101
Si 0.0014 -0.0202 0.0173
Si 0.0046 -0.0215 0.0178
Si -0.0035 -0.0102 0.0019
Si -0.0161 -0.0203 0.0131
Si 0.0028 -0.0141 0.0162
Si 0.0079 -0.0027 0.0393
Si 0.0122 0.0001 0.0201
Si -0.0089 -0.0143 0.0401
Si -0.0074 -0.0175 -0.0347
Si -0.0013 -0.005 -0.0043
Si -0.0133 -0.0006 0.0147
Si 0.0236 0.0053 -0.0022
Si 0.0071 -0.0065 -0.0278
Si 0.0195 -0.0134 -0.0242
Si 0.0241 -0.007 0.0369
Si 0.0024 -0.0077 -0.0082
Si -0.053 -0.0156 0.0234
Si -0.0138 -0.0349 -0.0815
Si 0.0234 0.0117 0.0242
Si -0.0953 0.0115 0.0436
Si 0.0027 0.0502 0.0549
Si 0.0592 0.0014 0.0516
Si 0.0008 0.0083 0.0566
Si -0.0053 -0.0029 0.036
Si -0.01 -0.0218 0.0541
Si 0.0244 0.01 0.0553
Si -0.0181 0.0039 0.0348
Si 0.0106 0.0322 0.0543
Si -0.0225 0.0267 0.0369
Si -0.0522 0.0235 0.0443
Si 0.0665 0.0107 0.0499
O -0.0324 -0.0246 0.0048
O 0.0288 -0.0003 -0.0262
O -0.0057 -0.0171 0.0158
O 0.0369 -0.0267 0.0332
O 0.0048 -0.0025 -0.0117
O 0.0159 -0.0185 -0.0049
O 0.0251 -0.003 0.0014
O -0.0064 0.0117 -0.0107
O -0.0053 -0.0159 -0.0063
O 0.0256 -0.0011 -0.0094
O -0.0283 -0.014 -0.0062
O -0.0316 -0.0054 0.0089
O -0.0074 0.0082 -0.0106
O 0.0141 0.0055 -0.0208
O 0.0038 0.0704 0.0115
O -0.0063 -0.0013 -0.0089
O -0.0468 0.0049 0.0495
O 0.007 0.0082 -0.0144
O 0.0459 -0.0142 -0.0233
O -0.0057 0.0068 0.0004
O -0.0109 0.0325 -0.0108
O 0.0252 -0.0016 0.0417
O 0.0215 0.0005 -0.0065
O -0.0733 -0.0271 0.0611
Si -0.0053 0.0035 -0.004
Si 0.0046 0.0057 -0.0118
Si -0.003 -0.0067 0.0069
Si -0.0021 0.0258 0.0117
Si 0.0114 -0.002 -0.0173
Si -0.005 0.0252 -0.0673
Si -0.004 -0.0115 0.0095
Si 0.0007 0.0082 -0.0029
Si 0.0046 0.008 0.005
Si -0.0002 -0.0055 -0.01
Si -0.0028 -0.0109 -0.0029
Si 0.0013 0.0002 -0.01
Si 0.003 -0.002 -0.0077
Si -0.0018 0.0011 -0.0096
Si -0.0016 -0.0494 -0.0766
Si 0.0034 -0.0005 -0.0108
Si 0.002 -0.0019 -0.0086
Si 0.0013 0.0041 0.0086
Si 0.0188 0.0165 -0.0455
Si 0.0033 0.0245 -0.0125
Si -0.0016 0.0098 -0.0067
Si 0.0009 0.0005 -0.0142
Si -0.0003 -0.0049 -0.001
Si -0.003 0.0032 0.0036
Si -0.0006 -0.0019 -0.0056
Si -0.0036 0.0039 -0.0018
Si 0.0008 0.0008 -0.0094
Si -0.0069 0 -0.0087
Si -0.0006 -0.0028 -0.0026
Si -0.0197 0.0037 -0.0201
Si 0.0102 -0.0035 0.0035
Si 0.0003 -0.0042 -0.0064
Si 0.0033 -0.0014 -0.0094
Si 0.0002 -0.0004 -0.0133
Si -0.001 -0.007 -0.0079
Si -0.0003 0.0024 -0.0091
Si -0.0005 0.0069 0.0035
Si 0.0053 0.0006 -0.0054
Si -0.0005 -0.0009 -0.0116
Si 0.003 0.0018 -0.0098
Si 0.0013 -0.0126 -0.0104
Si 0.001 -0.0002 -0.0052
Si -0.0063 -0.0004 -0.0047
Si 0.0103 -0.0103 0.0143
Si 0.0004 0.0026 -0.0036
Si 0.0074 -0.0378 -0.0111
Si 0.0017 0.0005 -0.0107
O -0.0003 0.0042 -0.0019
O -0.0164 -0.0107 -0.0114
O -0.0007 -0.0179 -0.0231
O 0.0277 0.0261 0.0247
O 0.0247 -0.0156 0.02
O 0.003 -0.0077 0.0004
O 0.014 -0.0259 0.0255
O -0.0156 -0.0035 -0.0048
O 0.0067 0.0055 0.0181
O -0.0078 0.0106 -0.0266
O 0.0064 0.0075 0.0057
O -0.002 -0.0057 0.0102
O 0.0144 0.0154 -0.0167
O 0.0046 0.0069 0.0036
O -0.0161 -0.006 0.0072
O -0.0185 -0.0074 0.0056
O -0.0039 0.0124 0.0231
O -0.0197 -0.0001 0.0145
O 0.0039 0.0076 -0.0112
O 0.0175 0.0248 0.0188
O -0.002 -0.0229 -0.01
O 0.0075 -0.0133 -0.0198
O -0.0191 -0.0042 0.0014
O -0.0063 -0.0291 -0.0129
O -0.0025 0.0178 0.007
O -0.0047 0.0083 -0.0073
O -0.0217 0.0297 -0.0028
O -0.0084 -0.0273 0.0138
O 0.0117 -0.0338 0.0382
O -0.0063 -0.0341 -0.013
O 0.0198 -0.0055 -0.0124
O 0.0027 -0.0101 0.0197
O -0.0029 -0.0193 0.0253
O 0.0022 0.001 0.0488
O 0.0158 -0.0128 -0.0071
O -0.0013 -0.0136 -0.023
O -0.0235 -0.0094 -0.0055
O -0.0098 -0.0042 0.0276
O -0.0057 0.0117 0.0144
O 0.0084 0.0201 -0.0033
O -0.0134 0.0044 -0.0165
O -0.0008 0.0243 0.0454
O -0.011 -0.014 -0.0157
O -0.0129 -0.0002 0.0167
O 0 0.0228 -0.0141
O -0.0153 -0.0024 -0.0159
O -0.005 0.0215 0.018
O 0.0225 -0.0019 0.0046
O -0.0006 0.0212 0.0133
O -0.0039 0.0057 -0.0066
O -0.0049 0.0052 0.0057
O -0.0186 0.0047 0.0106
O 0.0035 -0.0205 0.004
O -0.006 0.0184 0.0013
O 0.017 0.0024 -0.0223
O -0.0196 0.0105 0.0247
O -0.0107 -0.0263 0.0169
O 0.0057 0.0165 0.0148
O 0.0294 -0.0157 -0.0015
O -0.0046 0.0002 -0.0123
O 0.0037 0.0012 0.0153
O 0.0189 0.0113 0.0227
O -0.0019 -0.0002 0.0056
O 0.0085 0.032 -0.0096
O -0.001 -0.0032 0.007
O 0.003 0.013 0.0096
O 0.0106 -0.0059 0.0011
O 0.0153 0.0181 0.029
O -0.0041 0.0104 0.0101
O 0.01 -0.0289 0.0103
O 0.0057 0.0224 0.0029
O 0.0108 -0.0193 -0.011
O -0.0201 -0.0169 0.0021
O 0.0097 -0.009 -0.0076
O -0.0196 -0.0189 -0.0135
O -0.0125 -0.0098 0.0358
O 0.0025 0.0026 0.004
O -0.0066 0.0064 0.0159
O 0.0069 0.0067 0.048
O -0.0044 -0.0036 0.0068
O 0.0154 -0.0012 0.0027
O -0.0056 0.0064 0.0226

The program warned: the cutoff lies below the one the program advises for these potential files; the forces do not sum to zero within the program's tolerance; the exchange-correlation potential is rough where the density is thin.
